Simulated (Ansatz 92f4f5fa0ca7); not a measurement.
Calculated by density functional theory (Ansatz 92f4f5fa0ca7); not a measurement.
Periodic cell of 221 atoms, Si132O88H1, from a study of silicon, its oxide and their interface. The atomic structure is a simulated model.
Doubt: the cutoff is far below the 930 eV that the study's wrapper takes by default for these files, so forces and energies are approximate.
This geometry differs little from another in the collection (a relaxation step or a small displacement).

Settings
functional: PBE
potential files: Ansatz PAW
basis: plane waves
wave-function cutoff: 580 eV
density cutoff ratio: 5
exchange-correlation grid ratio: 1
k mesh: 1 x 1 x 1, Gamma-centred
self-consistency stop: 5e-08 eV per atom in the density residual
occupations: fixed
spin: none
net charge: +1 e, with a uniform compensating background and no finite-size correction

Cell vectors (angstrom)
a, 10.938, 0, 0
b, 0, 10.938, 0
c, 0, 0, 32.574

Atoms and the computed forces on them: element, x, y, z (angstrom), force x, y, z (eV/angstrom)
Si, -0.2649, 0.2898, 25.18, -0.0004, -0.0014, -0.0007
Si, 5.6656, -0.2944, 25.1705, 0.0006, 0.0014, -0.0009
Si, 2.3631, 2.9945, 25.0968, 0.0008, 0.0003, -0.0007
Si, 8.4643, 2.511, 25.1512, 0.0001, -0.0018, -0.0025
Si, 0.1295, 5.2315, 24.9674, 0.0015, -0.0001, -0.0035
Si, 5.219, 5.7844, 25.1062, 0.0006, -0.0019, -0.0019
Si, 2.9809, 7.9985, 25.066, 0.0005, -0.0015, -0.0021
Si, 7.894, 8.432, 25.1029, 0.0024, -0.0001, -0.0001
Si, 1.304, 1.4281, 26.4942, -0.0001, 0.0003, 0.001
Si, 6.8209, 1.361, 26.4043, -0.0001, 0.0005, 0.0004
Si, 4.0445, 4.1327, 26.3458, 0.0003, -0.0008, 0
Si, 9.5801, 4.1149, 26.4396, -0.0009, 0.0007, 0.0016
Si, 1.3256, 6.8294, 26.3054, -0.0014, 0.0011, 0.0008
Si, 6.7842, 6.8763, 26.4714, 0.0008, -0.0006, 0.0011
Si, 4.0845, 9.5319, 26.4825, -0.0007, 0.0003, 0.0015
Si, 9.52, 9.578, 26.4018, 0.0005, -0.0009, -0.0009
Si, 2.7155, 0.0201, 27.7845, 0.0006, -0.0006, -0.0016
Si, 8.1845, 0.0096, 27.8037, 0.0004, 0.0004, 0.0009
Si, -0.0288, 2.7754, 27.8549, 0.0007, -0.0008, -0.0003
Si, 5.4374, 2.7585, 27.7406, -0.0001, -0.0002, -0.0018
Si, 2.6997, 5.4923, 27.7596, 0.0006, -0.0008, 0.0012
Si, 8.1881, 5.4849, 27.7771, 0.0004, -0.0001, -0.0021
Si, -0.0091, 8.2044, 27.737, 0.0003, -0.0005, -0.0022
Si, 5.4514, 8.2136, 27.8592, -0.0004, -0.0002, -0.0008
Si, 4.1018, 1.3673, 29.1557, 0.0217, 0.1128, -0.1697
Si, 9.5708, 1.3673, 29.1557, -0.1726, -0.0121, 0.2668
Si, 1.3673, 4.1018, 29.1557, 0.1165, 0.2696, 0.2482
Si, 6.8362, 4.1018, 29.1557, -0.1208, -0.0162, -0.2402
Si, 4.1018, 6.8362, 29.1557, -0.2836, -0.1748, 0.1927
Si, 9.5708, 6.8362, 29.1557, 0.0516, 0.06, -0.2089
Si, 1.3673, 9.5708, 29.1557, -0.1132, -0.0609, -0.2276
Si, 6.8362, 9.5708, 29.1557, 0.0286, 0.145, 0.3593
Si, 0, 0, 30.523, -0.0324, -0.0195, -0.0182
Si, 5.469, 0, 30.523, 0.0787, -0.0155, 0.0027
Si, 2.7345, 2.7345, 30.523, 0.021, 0.0427, -0.0184
Si, 8.2035, 2.7345, 30.523, -0.0178, -0.1135, 0.0027
Si, 0, 5.469, 30.523, 0.0725, 0.0033, -0.0072
Si, 5.469, 5.469, 30.523, -0.0697, -0.0456, -0.0117
Si, 2.7345, 8.2035, 30.523, 0.0189, -0.065, -0.0021
Si, 8.2035, 8.2035, 30.523, 0.0188, 0.0371, -0.0194
Si, 1.3673, 1.3673, 31.8902, -0.0001, 0.0008, -0.02
Si, 6.8362, 1.3673, 31.8902, -0.0256, 0.0633, -0.005
Si, 4.1018, 4.1018, 31.8902, 0.0211, -0.0256, 0.0016
Si, 9.5708, 4.1018, 31.8902, 0.0146, 0.0613, -0.0368
Si, 1.3673, 6.8362, 31.8902, -0.0862, 0.0036, -0.0205
Si, 6.8362, 6.8362, 31.8902, 0.0133, 0.0238, -0.0254
Si, 4.1018, 9.5708, 31.8902, -0.0412, 0.0225, -0.0272
Si, 9.5708, 9.5708, 31.8902, -0.0098, -0.0126, -0.0066
Si, 2.7345, 0, 0.6835, 0.0418, -0.0433, 0.0272
Si, 8.2035, 0, 0.6835, -0.0004, -0.0083, 0.0095
Si, 0, 2.7345, 0.6835, -0.023, -0.0274, 0.0133
Si, 5.469, 2.7345, 0.6835, 0.0194, -0.0346, 0.0296
Si, 2.7345, 5.469, 0.6835, 0.0019, 0.0465, 0.0016
Si, 8.2035, 5.469, 0.6835, 0.0055, -0.0443, 0.0232
Si, 0, 8.2035, 0.6835, 0.0664, -0.0143, 0.0208
Si, 5.469, 8.2035, 0.6835, -0.0016, -0.0077, 0.0182
Si, 4.1018, 1.3673, 2.0507, -0.0505, 0.0704, 0.0053
Si, 9.5708, 1.3673, 2.0507, 0.0559, 0.0343, 0.0049
Si, 1.3673, 4.1018, 2.0507, -0.0242, 0.0318, 0.0169
Si, 6.8362, 4.1018, 2.0507, -0.0063, 0.0581, 0.0238
Si, 4.1018, 6.8362, 2.0507, -0.029, -0.0551, -0.0159
Si, 9.5708, 6.8362, 2.0507, -0.0247, 0.0201, 0.0278
Si, 1.3673, 9.5708, 2.0507, -0.089, 0.0164, 0.0109
Si, 6.8362, 9.5708, 2.0507, 0.0775, 0.0117, -0.0083
Si, 0, 0, 3.418, 0.2049, 0.0839, -0.345
Si, 5.469, 0, 3.418, 0.1222, 0.0615, 0.453
Si, 2.7345, 2.7345, 3.418, 0.2942, -0.2383, 0.0563
Si, 8.2035, 2.7345, 3.418, -0.0865, -0.1851, 0.0897
Si, 0, 5.469, 3.418, 0.0114, -0.1888, -0.0757
Si, 5.469, 5.469, 3.418, -0.2038, -0.1091, -0.2588
Si, 2.7345, 8.2035, 3.418, 0.2612, 0.069, 0.0621
Si, 8.2035, 8.2035, 3.418, -0.1387, 0.1621, -0.1971
Si, 1.4305, 1.299, 4.7807, -0.0004, -0.0015, -0.0013
Si, 6.8598, 1.3712, 4.8604, 0.0015, 0.0005, 0.0011
Si, 4.1748, 4.0392, 4.7992, -0.0033, 0.0025, 0.0015
Si, 9.5811, 4.07, 4.7742, -0.0008, 0.0015, -0.0007
Si, 1.4108, 6.7945, 4.7509, -0.0004, -0.0001, 0.0018
Si, 6.7772, 6.8723, 4.7371, 0.0018, -0.0036, 0.0013
Si, 4.1251, 9.561, 4.8337, -0.0003, -0.0019, 0.001
Si, 9.5642, 9.6102, 4.7394, 0.0034, 0.0002, -0.0038
Si, 2.8179, -0.0188, 6.2665, 0.001, 0.0018, 0.0015
Si, 8.2699, 0.019, 6.2261, -0.0035, 0.003, 0.0009
Si, 0.0379, 2.665, 6.0942, -0.0011, 0.0007, 0.0004
Si, 5.5686, 2.7546, 6.327, -0.0001, -0.0004, 0.0036
Si, 2.7706, 5.4058, 6.1061, 0.0007, -0.0006, -0.0002
Si, 8.152, 5.4846, 6.0065, -0.0052, 0.0017, 0.0026
Si, 0.0506, 8.2346, 5.9892, 0.0021, 0.0001, 0.003
Si, 5.4703, 8.1959, 6.2376, -0.001, 0.0035, 0.0012
Si, 3.9283, 1.6271, 7.6283, 0.0024, -0.0013, -0.0022
Si, 9.9887, 1.0791, 7.5265, 0.0013, -0.0001, 0.0037
Si, 1.6152, 3.7893, 7.379, 0.001, 0.0003, -0.0025
Si, 6.7183, 4.4827, 7.5824, 0.003, -0.0015, -0.0056
Si, 4.3005, 6.5292, 7.4779, -0.0023, 0.0024, -0.0162
Si, 9.3571, 7.0826, 7.1536, 0.0042, -0.0052, 0.0008
Si, 1.1939, 9.6563, 7.4505, -0.0014, 0.001, 0
Si, 7.1751, 9.2961, 7.4817, -0.0046, 0.0006, 0.0064
O, 1.2706, 4.1075, 24.51, -0.0016, 0.0018, 0.001
O, 6.7916, 9.5663, 24.6026, -0.0008, 0.0007, -0.0001
O, 2.7437, 2.7272, 7.9316, 0.001, 0.0002, 0.0027
O, 8.3132, 8.1546, 7.865, 0.0002, 0.001, -0.0019
O, 5.488, 5.5058, 8.0179, 0.0068, -0.0061, 0.0064
O, 0.0905, -0.1482, 7.9176, 0.0032, -0.0031, -0.0023
O, 4.1029, 6.8849, 24.5584, -0.0022, 0.0025, 0.001
O, 9.5606, 1.3861, 24.6162, -0.0017, 0.0022, 0.001
O, 1.6444, 8.86, 8.8386, -0.0009, 0.0002, -0.0024
O, 0.8848, 4.2519, 8.7783, 0.0006, 0.0013, -0.0005
O, 9.7354, 1.7357, 9.0472, -0.0015, 0.0019, -0.0037
O, 6.6888, 9.888, 8.9568, -0.0002, 0.0001, -0.0058
O, 4.4475, 1.2204, 9.1541, -0.0001, -0.0005, 0.0012
O, 3.4804, 6.9554, 8.8488, -0.0045, 0.0022, 0.0074
O, 7.5515, 4.191, 9.0093, -0.0005, 0.0014, 0.0003
O, 10.0509, 6.2351, 8.3558, -0.0007, 0.0015, -0.001
O, 2.9092, 2.1543, 23.7816, -0.0004, 0, 0.0007
O, 4.8378, 0.2533, 23.8546, 0.0004, -0.0011, 0.0016
O, 7.9212, 3.3058, 23.8087, 0.001, -0.0008, 0.0019
O, 10.2974, 5.7716, 23.5786, 0.0005, -0.0005, 0.0025
O, 8.4287, 7.6874, 23.7275, -0.0007, 0.0007, 0.0014
O, 2.4304, 8.7549, 23.6943, 0.0003, -0.0001, 0.0012
O, 6.0427, 5.2556, 23.77, -0.0002, 0.0002, 0.0012
O, 0.5231, 10.6361, 23.8644, -0.0003, 0.0005, 0.0004
Si, 3.2293, 9.2598, 11.9175, -0.0016, -0.0021, 0.004
Si, 8.215, 4.7882, 10.375, -0.0008, -0.0011, 0.0013
Si, 7.0855, 4.731, 17.5121, 0.0002, -0.0005, -0.0002
Si, 4.2959, 1.6008, 23.1413, 0.0004, 0.0015, -0.0007
Si, 12.3785, 3.2864, 19.2602, 0.0002, 0.0031, 0.0003
Si, 8.0224, -2.9726, 14.5167, 0.0074, -0.0029, 0.001
Si, 1.085, 9.3717, 23.0231, -0.0005, -0.0012, 0
Si, 4.0515, 12.9012, 20.1342, 0.001, 0.0004, 0
Si, -2.3575, 2.9513, 12.6477, -0.0003, -0.0002, 0.0009
Si, -3.912, 14.1898, 20.1735, 0.0004, 0.0005, 0
Si, 1.1126, -4.6155, 18.5413, -0.0002, -0.0109, 0.0005
Si, 0.8894, 11.2083, 12.4566, 0.0008, -0.0014, 0.0008
Si, 10.3384, 9.7682, 14.8515, 0.0021, 0.0009, -0.0002
Si, -6.0035, 3.1066, 16.0759, 0.0006, 0.001, -0.0004
Si, 7.2027, 10.2634, 10.4537, -0.0049, 0.0018, -0.0019
Si, 0.6685, 17.645, 15.4997, 0.0007, -0.0006, 0.0026
Si, -1.3789, 4.1749, 15.4336, 0.0008, 0.0005, 0.0001
Si, 0.0042, 5.437, 9.4213, 0.0005, -0.0002, -0.0007
Si, 5.0153, 7.4189, 13.4989, -0.0055, -0.0003, -0.0142
Si, 6.5668, 3.868, 23.1117, -0.0002, 0.0006, -0.002
Si, 7.4746, 7.6534, 17.3913, 0.0004, -0.0023, -0.0005
Si, 9.8194, 1.0516, 10.5266, 0.0003, 0.002, 0.0019
Si, 2.1939, 11.5918, 18.2191, 0.002, 0.0014, -0.0011
Si, 9.78, 1.8599, 19.7613, 0.0003, 0.0016, -0.001
Si, 4.652, 0.7702, 10.6935, 0.0014, 0.0004, 0.0011
Si, 3.0256, 2.2013, 13.0323, 0.0004, 0.0013, 0.0004
Si, 2.2074, 7.5627, 9.6507, 0.0004, 0.0002, 0.0016
Si, 5.9048, 9.632, 15.6365, 0.0004, 0.0012, 0.0039
Si, 3.1899, 5.0107, 14.448, -0.0006, 0.0004, 0.0025
Si, 9.6992, 7.1353, 22.8779, 0.0004, -0.0006, -0.0017
Si, 11.2929, 10.2149, 20.2673, -0.0015, -0.0002, 0.0015
Si, 7.2994, -3.602, 11.7459, 0.0036, 0.0002, 0.0026
Si, -1.3686, 7.548, 19.8095, -0.0012, -0.0013, 0.0004
Si, 3.6234, 0.5331, 15.7728, -0.0012, 0.0011, -0.0015
Si, 9.642, 12.3486, 16.5633, -0.0001, 0.0004, -0.0008
Si, 7.074, 1.498, 14.7762, 0.0015, 0.0015, -0.0014
O, 4.3402, 9.9657, 15.7792, 0.0013, -0.002, 0
O, 10.2673, -0.066, 16.0907, -0.0003, -0.001, 0.0006
O, 8.7125, -0.132, 10.5615, 0.0034, -0.0018, 0.0038
O, 0.1745, 8.2694, 15.0294, -0.0002, 0.0012, -0.0002
O, 4.393, -4.7982, 14.2393, 0.0012, 0.0001, 0.0009
O, 2.8319, 14.0342, 20.1328, -0.0002, 0, 0.0006
O, 1.8782, 5.9825, 14.6153, -0.0002, -0.0002, -0.0005
O, -1.7734, 14.8182, 13.8681, 0.0002, 0.0005, 0
O, -2.8498, 1.5261, 16.0423, 0, -0.0002, 0.0004
O, -1.0822, 4.7879, 10.4574, 0.0002, 0.0012, -0.0009
O, 10.4987, -4.4816, 19.0367, -0.0004, 0.004, 0.0026
O, 8.3281, 7.3591, 15.9849, 0.001, 0.001, 0.0001
O, -3.1819, 1.7144, 13.3315, 0.0004, 0.0001, -0.0006
O, 3.4495, 12.1625, 14.3095, 0, -0.0009, 0.0008
O, 1.3693, 9.8998, 21.4995, 0.0005, 0.0001, 0
O, 8.2005, 7.1291, 13.1513, -0.0016, -0.0011, -0.0027
O, 8.2842, 2.2026, 20.3259, 0.0001, -0.0003, 0.0005
O, 10.323, 8.9668, 19.94, 0.0019, -0.0002, -0.0001
O, 4.0618, 1.2371, 21.5789, 0.0004, -0.0003, 0.0003
O, -3.7333, 8.9048, 11.3841, -0.0012, -0.0009, 0
O, 6.865, 4.1227, 21.532, 0, -0.0006, 0.0008
O, 8.3087, 7.857, 18.7608, -0.0016, 0.001, 0.0003
O, 12.2142, 10.4632, 18.9379, -0.0012, -0.0008, 0.0007
O, 6.5845, 6.3016, 17.5212, 0.0001, 0.0001, 0.0005
O, -2.6847, 4.4765, 16.3931, 0.0005, 0.0001, 0
O, 9.6565, 2.1897, 11.6936, -0.0002, 0.0009, 0.0002
O, 10.7862, 10.6761, 13.5865, -0.0023, 0.0008, 0.0018
O, 5.9513, 2.699, 14.8476, 0.0003, 0, 0.0005
O, 6.4809, 10.9068, 14.8426, -0.0004, -0.002, -0.0003
O, -0.5039, 16.4989, 15.4429, 0.0003, -0.0004, -0.0004
O, -2.1682, -1.5517, 14.4645, -0.004, -0.0008, -0.0014
O, 4.0063, 1.8343, 11.772, 0.0002, 0.0007, -0.0003
O, -7.3317, 11.7441, 19.0449, -0.0009, -0.0009, -0.0003
O, 2.737, 7.9529, 11.1403, 0.0011, 0.0008, -0.0019
O, 5.8037, 6.8685, 12.2183, -0.0021, -0.0012, 0.0047
O, 2.1599, -3.8249, 19.5045, 0.1829, 0.4645, -0.1561
O, 6.2335, 8.2598, 14.5454, 0.0013, 0.0044, 0.0058
O, 9.2038, 6.9691, 21.2999, 0.0001, 0.0007, -0.0004
O, 1.4765, 12.7091, 12.7607, 0.0007, 0.0005, -0.0001
O, -0.0469, 8.2232, 22.9282, 0.0001, 0.0006, 0.0009
O, 6.5905, 9.0214, 16.9907, -0.0014, 0.0028, -0.0002
O, -3.4088, 4.2881, 19.0028, 0.0002, 0.0002, 0.0001
O, 2.3079, 0.1828, 16.6493, 0.0007, 0, 0.0008
O, -0.0333, 3.0603, 19.9725, 0.0005, -0.0006, 0.0005
O, 1.4814, 4.7441, 18.5642, 0.0025, -0.0092, -0.0032
O, 4.0186, 10.2126, 10.8871, -0.0012, 0.0013, -0.0026
O, 5.4081, 2.7601, 23.3015, -0.0005, -0.0007, 0.0002
O, 3.6821, 4.1042, 15.72, 0.0004, 0, 0.0005
O, 5.5691, 13.481, 19.827, -0.0004, -0.0005, 0.0009
O, -3.2468, 3.9202, 11.6708, -0.0001, 0.0002, -0.0004
O, 4.0976, 8.6964, 13.2017, 0.0024, 0.0001, 0
O, 6.236, 0.5209, 11.0248, -0.0011, -0.0016, 0.0006
O, 9.6235, 1.4481, 18.1771, 0.0002, -0.0002, 0.0008
O, -0.6056, 13.7472, 15.9799, -0.0002, 0, 0.0006
O, 4.4549, 1.6502, 16.6382, -0.0002, 0, 0.001
O, 1.5005, 13.0616, 18.1064, -0.0004, -0.003, 0.0002
O, 5.7615, -7.0734, 17.212, 0.0001, -0.0006, 0.0006
O, 1.0456, 6.5003, 10.0683, 0.001, 0.0008, -0.0012
O, 1.2237, 6.9018, 17.0103, -0.0023, -0.0003, -0.0015
O, 2.0609, 10.1059, 12.6087, -0.0011, -0.0017, -0.0035
O, 7.7784, 6.3682, 10.5682, 0.0001, 0.0024, 0.0007
O, 11.2183, 0.299, 10.9486, 0.0011, -0.0009, -0.0001
O, 10.3459, 11.5031, 20.5746, 0.0009, -0.0005, 0.0002
O, 3.0583, 3.8413, 13.2843, -0.0001, 0.0005, -0.0007
H, 2.4529, -2.9293, 19.2395, -0.1799, -0.449, 0.1617

Results
free energy: -133981.922 eV
free energy less fixed offsets of H -15.97, O -568.88, Si -635.61 eV per atom: -3.992 eV

The program warned: the cutoff lies below the one the program advises for these potential files; the forces do not sum to zero within the program's tolerance; the exchange-correlation potential is rough where the density is thin.
